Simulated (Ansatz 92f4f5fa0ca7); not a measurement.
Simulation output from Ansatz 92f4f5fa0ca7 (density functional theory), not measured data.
Periodic cell of 226 atoms, Si134O92, from a study of silicon, its oxide and their interface. The atomic structure is a simulated model.
Doubt: the cutoff is far below the 930 eV that the study's wrapper takes by default for these files, so forces and energies are approximate.
This geometry differs little from another in the collection (a relaxation step or a small displacement).

Settings: functional PBE; potential files Ansatz PAW; basis plane waves; wave-function cutoff 580 eV; density cutoff ratio 5; exchange-correlation grid ratio 1; k mesh 1 x 1 x 1, Gamma-centred; self-consistency stop 5e-08 eV per atom in the density residual; occupations fixed; spin none; net charge 0.

Cell vectors (angstrom)
a 10.938 0 0
b 0 10.938 0
c 0 0 32.7969

Atoms: element, x, y, z (angstrom)
Si 0.1137 -0.3229 25.514
Si 6.0028 -0.498 25.2937
Si 2.7963 2.6761 25.0924
Si 8.0081 3.3441 24.9841
Si -0.4923 6.1693 25.3606
Si 5.4078 5.2027 25.2514
Si 2.6452 8.6341 25.3979
Si 8.1621 8.2377 25.8323
Si 1.2753 1.4725 26.5158
Si 6.9955 1.4354 26.3133
Si 4.0944 3.9119 26.6702
Si 9.5005 4.3254 26.5636
Si 1.436 6.9125 26.5533
Si 6.5911 6.7733 26.6841
Si 4.2126 9.7141 26.7561
Si 9.6181 9.5661 27.0159
Si 2.6928 0.1244 27.9834
Si 8.1659 0.1175 28.0166
Si -0.0717 2.8311 27.9345
Si 5.5677 2.6286 27.9493
Si 2.7345 5.4285 27.9481
Si 8.1003 5.5178 28.0287
Si 0.1088 8.1306 28.1165
Si 5.4036 8.2194 28.0816
Si 4.1018 1.3673 29.3786
Si 9.5708 1.3673 29.3786
Si 1.3673 4.1018 29.3786
Si 6.8362 4.1018 29.3786
Si 4.1018 6.8362 29.3786
Si 9.5708 6.8362 29.3786
Si 1.3673 9.5708 29.3786
Si 6.8362 9.5708 29.3786
Si 0 0 30.7459
Si 5.469 0 30.7459
Si 2.7345 2.7345 30.7459
Si 8.2035 2.7345 30.7459
Si 0 5.469 30.7459
Si 5.469 5.469 30.7459
Si 2.7345 8.2035 30.7459
Si 8.2035 8.2035 30.7459
Si 1.3673 1.3673 32.1131
Si 6.8362 1.3673 32.1131
Si 4.1018 4.1018 32.1131
Si 9.5708 4.1018 32.1131
Si 1.3673 6.8362 32.1131
Si 6.8362 6.8362 32.1131
Si 4.1018 9.5708 32.1131
Si 9.5708 9.5708 32.1131
Si 2.7345 0 0.6835
Si 8.2035 0 0.6835
Si 0 2.7345 0.6835
Si 5.469 2.7345 0.6835
Si 2.7345 5.469 0.6835
Si 8.2035 5.469 0.6835
Si 0 8.2035 0.6835
Si 5.469 8.2035 0.6835
Si 4.1018 1.3673 2.0507
Si 9.5708 1.3673 2.0507
Si 1.3673 4.1018 2.0507
Si 6.8362 4.1018 2.0507
Si 4.1018 6.8362 2.0507
Si 9.5708 6.8362 2.0507
Si 1.3673 9.5708 2.0507
Si 6.8362 9.5708 2.0507
Si 0 0 3.418
Si 5.469 0 3.418
Si 2.7345 2.7345 3.418
Si 8.2035 2.7345 3.418
Si 0 5.469 3.418
Si 5.469 5.469 3.418
Si 2.7345 8.2035 3.418
Si 8.2035 8.2035 3.418
Si 1.329 1.3751 4.7645
Si 6.8661 1.4196 4.7528
Si 4.1763 4.0578 4.8286
Si 9.5543 4.073 4.7652
Si 1.4407 6.7771 4.8502
Si 6.8235 6.8658 4.7832
Si 4.1509 9.4548 4.7591
Si 9.5941 9.4949 4.7719
Si 2.7023 -0.125 5.9522
Si 8.1392 -0.064 5.9925
Si -0.123 2.6639 6.1675
Si 5.6239 2.7944 6.2653
Si 2.7799 5.2959 6.2788
Si 8.2262 5.521 6.0777
Si 0.0209 8.1282 6.2085
Si 5.491 8.1399 6.2821
Si 4.3051 1.0683 7.1001
Si 9.6267 1.017 7.4307
Si 1.1219 4.0813 7.5401
Si 6.8509 4.4564 7.6621
Si 4.2199 6.6373 7.6324
Si 9.8919 6.4486 7.4789
Si 1.0948 9.7909 7.4421
Si 6.5878 9.8995 7.4525
O 5.5916 5.6951 8.5001
O 0.0452 0.0944 7.4958
O 3.2596 12.7284 8.1016
O 5.1378 7.4347 10.6343
O 1.3714 9.6335 25.0363
O 6.6643 4.2738 24.697
O 7.2444 9.3596 25.0286
O -0.1004 7.0378 21.3509
O 7.4001 9.861 8.8588
O 0.1091 5.3363 7.8782
O 1.267 9.3587 9.0299
O 7.8809 4.3012 8.9557
O 9.2008 6.6874 8.9669
O 5.2186 -0.1459 7.6961
O 3.3238 7.2328 8.8978
O 9.0096 1.1264 8.9221
O 5.3342 -0.5262 23.7941
O 8.7613 3.3235 23.4957
O 10.8315 5.8197 23.8364
O 4.4125 5.6176 23.9653
O 9.2542 7.2853 25.0278
O 3.506 1.6106 24.0102
O 3.488 8.3748 23.9875
O 10.1638 -0.0114 24.147
Si 10.5732 2.2769 13.8153
Si 2.4782 13.0695 9.4547
Si 7.1327 8.1076 14.2276
Si 9.5054 1.5992 20.2909
Si 2.173 5.9358 12.3545
Si -0.6257 4.9193 12.4991
Si 9.9441 5.924 17.9075
Si 4.3316 -1.5506 23.0005
Si 1.1966 8.2019 18.1895
Si 6.2076 3.5625 15.7168
Si 5.8393 -2.5939 20.461
Si 14.8148 3.804 11.4387
Si 7.6974 0.3859 9.7316
Si 5.7827 6.0007 10.2533
Si -0.1068 8.5969 20.846
Si 3.291 3.2571 20.6003
Si 9.0712 3.9562 22.003
Si 8.5795 5.4938 9.9062
Si 7.5919 -0.9715 16.4938
Si 3.6771 -6.7537 14.2919
Si 8.2434 -1.0266 19.4737
Si 8.2628 -0.8807 12.5445
Si 1.6528 2.3574 16.0086
Si 11.3006 10.3094 13.1192
Si 4.911 8.9414 15.8412
Si -0.0522 0.0596 22.6807
Si 8.4871 5.5045 15.0961
Si 1.9575 10.0996 15.7482
Si 13.7842 11.9163 22.6232
Si 1.8416 -0.7798 10.3486
Si 0.4043 5.8172 22.3117
Si 3.1714 4.9463 23.1028
Si 4.1216 7.1285 18.1776
Si 0.7641 3.34 18.8274
Si 18.6511 12.1718 14.6065
Si -3.3244 5.7055 20.1291
Si 3.5872 -3.0376 10.4148
Si 5.3564 -6.7475 18.6236
O 8.6757 2.8712 20.8532
O 8.0272 -2.0706 15.3753
O 11.2279 9.5027 22.1411
O 12.1875 11.9391 22.8993
O 4.4129 3.1578 19.4432
O 1.7517 11.7585 10.0781
O 14.5751 2.549 10.4917
O -5.795 8.5002 21.9224
O 5.1514 4.7086 10.9606
O 9.3519 9.0269 20.2886
O 7.6797 -6.7146 15.6525
O 1.1486 9.6637 14.3978
O 1.4622 3.3399 8.994
O 1.031 9.8288 11.7106
O 9.5885 4.9418 11.0326
O -2.3859 0.5786 19.4684
O 6.4998 1.3653 9.8653
O 6.7829 -3.8957 20.4627
O 5.7822 3.387 17.2762
O 3.2914 -0.5406 22.2761
O -1.181 9.8547 13.1846
O 8.2446 -1.452 17.9012
O -7.4389 9.6526 15.5693
O 3.1539 1.7865 21.261
O -7.5721 -1.4254 10.4541
O 6.6683 4.5429 19.5061
O 2.7908 14.2055 15.2862
O -3.6219 6.1678 10.668
O 10.907 3.4217 12.703
O 8.141 0.4968 16.021
O 11.9446 8.8663 19.6763
O 2.9102 5.567 13.7906
O 9.3702 5.2046 13.7733
O -2.7728 5.2544 21.6075
O 1.6087 2.7681 17.5689
O 4.5252 5.5687 18.3549
O 11.1631 13.6161 15.2859
O 11.3741 0.9925 13.2315
O 10.7469 2.1288 19.381
O 7.5778 -2.3704 12.7254
O 2.0383 5.9247 22.4318
O 7.3432 0.12 13.4815
O 10.6529 4.4062 21.7906
O 7.3687 6.5426 14.5477
O 5.5472 8.4564 14.4198
O 12.2395 -1.5624 17.0603
O 10.8408 7.268 17.9522
O -4.5513 2.1424 14.925
O 2.3184 3.9303 24.0961
O 8.9714 13.0262 14.0093
O -1.5185 -5.0187 16.3614
O 8.4183 -0.3137 11.059
O 8.7469 6.0432 19.0062
O 5.0819 15.4668 15.0281
O 16.8852 9.9806 16.5826
O 3.8375 4.2295 21.7996
O 10.8255 4.6132 18.3211
O 6.7653 9.6509 20.1291
O 11.5024 6.0382 12.5207
O 15.605 8.1154 19.3566
O 2.5414 4.7394 11.3115
O 2.5036 -3.7005 18.1605
O 4.7319 7.6071 16.755
O 4.0574 14.2447 12.9655
O 2.6877 7.307 11.6378
O 1.8648 3.7632 19.9702
O -0.9978 0.7891 21.619
O 12.9087 0.7722 15.9303

Results
free energy: -137504.833 eV
free energy less fixed offsets of O -568.88, Si -635.61 eV per atom: 3.867 eV

Forces (eV/angstrom), in the order of the atoms: element, x, y, z
Si 0.0024 -0.0022 -0.0045
Si -0.0041 0.0132 0.0126
Si 0.0032 0.0049 -0.0023
Si 0.0053 -0.0034 0.0254
Si 0.0254 0.0013 0.0316
Si -0.0059 -0.0172 -0.0187
Si 0.0019 -0.0045 0.0159
Si -0.001 -0.003 -0.0034
Si -0.0035 0.0031 0.0071
Si -0.0011 -0.0002 -0.0038
Si 0.0019 -0.0002 0.007
Si -0.0085 0.004 -0.0059
Si -0.0145 0.0005 -0.008
Si 0.0033 0.011 0.0103
Si 0.0023 -0.0037 -0.0096
Si 0.0032 0.0003 0.0062
Si 0.0008 0.0007 0.0068
Si -0.0027 0.0019 -0.0042
Si 0.0024 0.0009 -0.0005
Si -0.001 -0.0004 -0.0025
Si -0.0028 0.0035 -0.0001
Si 0.0053 -0.0057 -0.0015
Si 0.0039 -0.0012 -0.0069
Si -0.0029 0.0013 -0.0019
Si 0.2452 0.0962 -0.0372
Si -0.0219 0.68 -0.0542
Si -0.2402 0.1242 -0.3438
Si -0.0418 -0.4318 0.005
Si -0.507 -0.3634 0.1498
Si -0.1493 -0.2555 0.2212
Si 0.5657 0.4272 0.2668
Si -0.0184 0.3272 -0.0611
Si 0.065 -0.0077 -0.0795
Si -0.1293 -0.1144 0.0276
Si 0.1788 0.0635 -0.0661
Si 0.1177 0.0732 0.0706
Si -0.1224 -0.1133 0.0375
Si -0.1313 -0.1373 -0.0269
Si 0.041 0.059 0.0596
Si 0.2073 0.1371 -0.0522
Si -0.0194 -0.0135 -0.043
Si 0.0148 -0.0039 -0.0457
Si -0.0987 0.0339 0.0154
Si -0.0138 -0.0162 0.0183
Si -0.0736 0.0824 -0.0359
Si 0.0307 0.0265 -0.0358
Si 0.0698 -0.0558 0.0051
Si -0.0593 0.0237 0.0107
Si 0.024 -0.0427 -0.0057
Si -0.0057 0.0241 -0.0108
Si 0.0054 -0.0467 0.0431
Si 0.0165 -0.0118 0.0191
Si 0.0685 -0.006 -0.0119
Si 0.0789 -0.0537 0.003
Si 0.0278 -0.0195 0.036
Si -0.0618 0.0366 0.0526
Si -0.1154 -0.0804 0.0224
Si -0.0751 -0.0947 -0.0265
Si 0.0545 0.0692 0.0106
Si 0.0513 0.0245 -0.0083
Si -0.1692 -0.0605 -0.0322
Si -0.1026 0.0365 0.0165
Si -0.0681 0.0617 0.0617
Si 0.1758 0.0915 -0.0027
Si -0.1661 -0.1726 -0.1072
Si -0.0659 0.0494 0.1923
Si 0.1315 -0.0429 0.2191
Si 0.1406 0.1418 -0.6365
Si 0.1739 -0.0119 0.3028
Si -0.0238 0.0299 0.1236
Si 0.1115 -0.5996 -0.1403
Si -0.026 -0.0537 -0.2425
Si -0.0031 -0.0009 0.0097
Si -0.0161 0.0062 0.0034
Si -0.0042 -0.0036 0.0076
Si -0.0074 -0.0086 -0.0142
Si -0.0017 0.0061 0.0071
Si 0.0001 0.0035 -0.0103
Si 0.0101 0.0093 0.0071
Si -0.0087 0.0023 0.003
Si -0.0129 -0.0092 0.0307
Si 0.0291 0.0123 0.0155
Si 0.0203 -0.0135 0.0008
Si 0.0066 -0.0077 -0.004
Si 0.0472 0.0194 -0.0045
Si 0.0019 0.0091 0.026
Si -0.0133 -0.0414 0.0145
Si 0.0121 0.0325 -0.0039
Si -0.0154 0.0106 0.0186
Si -0.0308 -0.0347 -0.0455
Si -0.0006 -0.015 0.0304
Si -0.0224 -0.0289 -0.0055
Si -0.026 -0.0528 -0.0098
Si 0.0135 0.0543 -0.0446
Si 0.0175 0.0083 -0.0268
Si -0.0361 0.0144 0.0013
O -0.0127 0.0078 0.0044
O -0.0093 0.0107 0.0108
O -0.0054 0.0331 0.0458
O 0 0.0054 0.0095
O -0.0044 0.0014 -0.0012
O -0.0067 -0.0012 -0.0035
O 0.0002 -0.0078 0.0023
O -0.0001 0.0031 -0.0042
O 0.0242 -0.012 0.0404
O -0.0081 -0.0085 -0.002
O -0.0046 -0.0079 0.0013
O 0.0139 0.0074 0.0095
O -0.0052 -0.0105 0.0175
O -0.0089 -0.0153 -0.0132
O 0.0036 0.0113 0.02
O 0.0183 0.0004 0.0655
O -0.0025 -0.0023 -0.0042
O 0.0011 0.0034 -0.0116
O -0.0004 0.0004 -0.0149
O 0.0025 0.0035 0.0051
O -0.0064 0.0065 -0.0025
O -0.0006 0.0011 -0.002
O 0.0019 0.0009 -0.006
O 0.0005 -0.0002 0.002
Si 0.012 0.0013 0.0042
Si 0.05 -0.0223 -0.0576
Si -0.0046 -0.0016 0.0057
Si -0.001 0.0018 0.0098
Si 0.0008 0.0018 -0.0042
Si 0.0016 0.0061 -0.0043
Si 0.0002 0.0011 0.0084
Si -0.0013 0.0021 0.0072
Si -0.0009 0.0018 0.0072
Si -0.003 0.0092 0.0121
Si -0.0004 0.0009 0.0092
Si -0.0021 0.0044 -0.0209
Si -0.0245 0.0253 -0.1412
Si -0.0165 -0.0263 -0.0153
Si 0.0004 -0.0007 0.0075
Si -0.001 0.0009 0.0098
Si -0.0012 0.0002 0.0103
Si -0.0048 0.0006 -0.0153
Si -0.0013 -0.002 0.0105
Si 0.0006 0.0014 -0.002
Si -0.001 -0.0006 0.0081
Si 0.0053 -0.0179 0.0085
Si 0.002 -0.0001 0.0092
Si 0.0059 0.0021 0.002
Si -0.0058 -0.0003 0.0079
Si 0.0001 0.0007 0.008
Si 0.0027 0.003 0.0062
Si 0.0029 0.0033 0.0076
Si -0.0004 -0.0001 0.0064
Si 0.0042 0.0139 -0.0213
Si -0.0016 0.0002 0.0112
Si -0.0012 0.0008 0.0076
Si -0.0028 0.0015 0.0056
Si 0.0002 0.0014 0.009
Si 0.0024 0.0073 0.0228
Si -0.0001 0.0007 0.0093
Si 0.0008 -0.0027 -0.0217
Si -0.001 0.0012 0.0107
O -0.0001 -0.0002 -0.0023
O -0.0006 0.0025 -0.0022
O -0.0013 -0.0001 -0.0025
O -0.0005 0.0005 -0.0021
O 0.0012 0.0014 -0.0046
O 0.0074 0 0.0025
O -0.0405 -0.006 0.0253
O 0.0009 -0.0002 -0.0038
O -0.0088 -0.0015 0.0086
O -0.0019 0.0022 -0.0027
O -0.0017 0.0015 -0.0007
O -0.0023 0.0028 -0.0004
O 0.0043 -0.0037 0.0034
O -0.0007 0.0009 -0.0004
O -0.0001 -0.0027 0.0076
O -0.0007 0.0001 -0.003
O 0.0095 -0.0014 0.0224
O 0 0.0018 -0.005
O 0.0009 -0.0001 -0.0056
O -0.0006 0.0009 -0.0029
O -0.0068 0.0033 -0.0056
O -0.0022 0.0024 -0.0039
O -0.0016 -0.0022 -0.0008
O -0.0007 0.0011 -0.003
O -0.003 -0.0018 0.006
O -0.0013 0.0019 -0.0017
O -0.0029 0.0016 0.0027
O 0.0043 -0.001 0.006
O -0.0016 -0.0005 0.0006
O -0.0024 0.0048 -0.0077
O 0.0005 0.0006 -0.0051
O 0 0.0011 0.0011
O -0.0031 -0.001 0.0001
O -0.0009 0.0019 -0.0045
O -0.0008 -0.0021 -0.0048
O -0.0022 0.0022 -0.0009
O -0.0019 -0.0002 -0.0025
O -0.0031 0.0015 0.0006
O 0.0005 0.0021 -0.0024
O 0.0009 0.009 -0.0003
O -0.0003 0.0001 -0.0035
O -0.0047 0.0053 -0.0135
O -0.0005 -0.0003 -0.0032
O 0.0003 0.0028 -0.003
O 0.003 0.0014 -0.0021
O 0.0002 0.0038 -0.0045
O 0.0013 0.0015 -0.0037
O 0.0021 -0.0002 -0.0075
O 0 -0.0017 -0.0016
O -0.0075 -0.0005 -0.0037
O -0.0011 0.0003 -0.005
O -0.0113 0.015 0.0317
O 0.0007 0.0004 -0.0042
O 0.0019 0.0004 0.0017
O -0.0012 0.0002 -0.0031
O -0.0004 -0.0006 -0.0027
O -0.0004 0.0008 -0.0032
O 0.0005 0.001 -0.0047
O -0.001 0.0006 0.0036
O -0.0009 -0.0004 -0.0037
O 0.0044 -0.0044 0.0046
O 0.0037 0.0025 -0.0056
O 0.0007 0.0038 -0.0012
O 0.0077 0.0001 -0.0158
O -0.0045 -0.0041 0.006
O -0.0018 0.0005 -0.0017
O -0.0017 0.0016 -0.0027
O 0.0014 -0.0016 -0.0034

The program warned: the cutoff lies below the one the program advises for these potential files; the forces do not sum to zero within the program's tolerance; the exchange-correlation potential is rough where the density is thin.
